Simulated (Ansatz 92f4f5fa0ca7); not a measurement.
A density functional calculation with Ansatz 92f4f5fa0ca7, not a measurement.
Periodic cell of 222 atoms, Si131O89B2, from a study of silicon, its oxide and their interface. The atomic structure is a simulated model.
Doubt: the cutoff is far below the 930 eV that the study's wrapper takes by default for these files, so forces and energies are approximate.
This geometry differs little from another in the collection (a relaxation step or a small displacement).

Settings
functional: PBE
potential files: Ansatz PAW
basis: plane waves
wave-function cutoff: 580 eV
density cutoff ratio: 5
exchange-correlation grid ratio: 1
k mesh: 1 x 1 x 1, Gamma-centred
self-consistency stop: 5e-08 eV per atom in the density residual
occupations: fixed
spin: none
net charge: 0

Cell vectors (angstrom)
a	10.938	0	0
b	0	10.938	0
c	0	0	32.1988

Atoms and the computed forces on them: element, x, y, z (angstrom), force x, y, z (eV/angstrom)
Si	10.6448	0.2733	24.8596	0.0007	-0.0148	-0.0151
Si	5.7667	10.6753	24.7667	0.0029	-0.0078	0.0042
B	2.8979	2.4812	24.8263	-0.029	0.0023	-0.0033
Si	8.4776	2.5345	24.8319	-0.0051	-0.013	-0.0252
B	-0.1562	5.6193	25.0302	-0.0014	-0.0217	-0.0065
Si	5.1184	5.6998	24.7045	0.0172	0.0191	0.0081
Si	2.8883	7.9737	24.6273	0.0225	0.0161	0.0127
Si	7.9511	8.4217	24.7857	-0.0047	0.0007	0.0047
Si	1.4403	1.4782	25.9509	-0.0086	-0.0027	0.0035
Si	6.8793	1.3455	26.1183	-0.0055	0.003	-0.0092
Si	3.9542	3.9753	25.8867	0.0134	0.0253	0.0101
Si	9.692	4.1769	26.0472	-0.0102	-0.0093	0.0092
Si	1.2844	6.7627	25.9685	0.0249	0.0227	0.0077
Si	6.749	6.8208	26.0529	-0.0023	-0.0028	-0.0043
Si	4.0864	9.5314	26.0025	-0.007	0.0013	-0.0035
Si	9.5057	9.6003	26.1546	0.003	-0.0014	-0.0092
Si	2.7208	0.0124	27.3402	0.0095	-0.0175	0.0024
Si	8.17	-0.0083	27.5483	-0.0057	-0.0081	0.0209
Si	0.0589	2.7603	27.4238	0.0025	-0.0005	0.0048
Si	5.427	2.7492	27.3498	0.0111	-0.006	0.0077
Si	2.6855	5.4064	27.3535	0.0065	0.0002	-0.0038
Si	8.1888	5.462	27.3798	-0.0134	0.0038	0.0028
Si	0.0019	8.1922	27.3962	-0.0033	0.0085	0.0073
Si	5.4324	8.2009	27.4486	-0.0083	-0.008	0.0064
Si	4.0876	1.3653	28.7395	-0.0025	0.001	0.0012
Si	9.6022	1.386	28.792	-0.0039	-0.0009	0.0068
Si	1.3683	4.1111	28.8158	-0.0047	-0.0049	-0.0021
Si	6.8159	4.0955	28.7449	0.0053	0.0004	0.0062
Si	4.0623	6.7906	28.747	0.0048	0.0096	-0.0026
Si	9.5533	6.8343	28.7609	0.0042	-0.0037	0.0035
Si	1.3741	9.5758	28.7458	-0.0021	0.0017	0.0071
Si	6.7883	9.5527	28.8477	0.0071	0.0039	-0.0015
Si	0.0109	-0.0049	30.1442	0.005	-0.0067	-0.0049
Si	5.4419	0.0194	30.1583	-0.0023	0.0014	0.0065
Si	2.7411	2.7298	30.1451	0.0062	-0.0011	0.0058
Si	8.1999	2.7403	30.1356	-0.0064	0.0019	-0.0032
Si	-0.0126	5.4794	30.1494	-0.0026	0.0094	0.0049
Si	5.4621	5.4671	30.1329	0.0018	-0.0047	-0.0055
Si	2.7309	8.1959	30.1273	-0.0026	0.0018	-0.0046
Si	8.2041	8.1954	30.1566	-0.0011	-0.0003	0.005
Si	1.3673	1.3673	31.515	0.071	-0.0318	-0.0085
Si	6.8362	1.3673	31.515	0.0342	0.0879	-0.0819
Si	4.1018	4.1018	31.515	0.0665	-0.0575	-0.0277
Si	9.5708	4.1018	31.515	-0.1016	0.0559	-0.0546
Si	1.3673	6.8362	31.515	-0.0575	0.105	-0.092
Si	6.8362	6.8362	31.515	-0.0446	-0.0815	-0.0196
Si	4.1018	9.5708	31.515	-0.1483	-0.0702	-0.0704
Si	9.5708	9.5708	31.515	0.0412	0.0141	-0.0249
Si	2.7345	0	0.6835	0.0058	-0.0551	0.1351
Si	8.2035	0	0.6835	-0.0558	0.0473	-0.0642
Si	0	2.7345	0.6835	-0.0593	-0.0197	0.0821
Si	5.469	2.7345	0.6835	0.1163	-0.0051	0.0355
Si	2.7345	5.469	0.6835	-0.0205	0.1577	-0.1127
Si	8.2035	5.469	0.6835	0.0465	-0.1149	0.1205
Si	0	8.2035	0.6835	0.1098	-0.0813	0.0046
Si	5.469	8.2035	0.6835	-0.0075	0.0462	0.0853
Si	4.1228	1.3597	2.0567	0.0038	-0.0021	-0.0018
Si	9.5651	1.3583	2.0549	0.0001	-0.0025	0.0011
Si	1.3664	4.1228	2.0386	-0.0029	0.0018	-0.0034
Si	6.8466	4.0877	2.0612	0.0013	-0.0033	0.0002
Si	4.103	6.8308	2.0563	0.001	-0.0001	0.001
Si	9.5761	6.8392	2.0531	-0.0004	0.0009	-0.0021
Si	1.3795	9.5519	2.0544	0.0027	-0.002	-0.0005
Si	6.8276	9.5921	2.0525	-0.0019	0.0019	-0.0001
Si	-0.0073	-0.0318	3.3936	0.0061	0.0094	0.0084
Si	5.4887	0.0131	3.4746	-0.0034	-0.0006	-0.0063
Si	2.7732	2.7833	3.3677	-0.006	-0.0118	0.0132
Si	8.1899	2.6994	3.4526	0.0032	0.0081	-0.0054
Si	0.0172	5.4822	3.4357	-0.0034	-0.001	-0.0032
Si	5.4807	5.4665	3.412	0.0027	0.0036	0.0041
Si	2.7665	8.21	3.4509	-0.0051	-0.0012	-0.0065
Si	8.2049	8.2277	3.3857	0.001	-0.0034	0.0088
Si	1.391	1.3917	4.64	0.0006	0.0005	-0.0088
Si	6.8433	1.3522	4.9116	0.0003	-0.0025	0.0084
Si	4.1533	4.0873	4.8083	0.0021	0.0024	-0.003
Si	9.5729	4.0875	4.7661	-0.001	-0.0023	0.0024
Si	1.4107	6.8352	4.8223	0.003	0.0033	0.0033
Si	6.8242	6.8886	4.7368	-0.0007	-0.0001	-0.0041
Si	4.1338	9.5791	4.8518	0.0025	0.003	0.0082
Si	9.5545	9.5535	4.7965	-0.0028	-0.0019	-0.0043
Si	2.7449	0.1119	6.0701	-0.0007	0.0042	0.0001
Si	8.2022	-0.0592	6.2726	-0.0015	-0.0003	-0.0008
Si	0.0246	2.6764	6.0476	0.0025	-0.0014	0.0004
Si	5.4737	2.7285	6.2988	-0.0014	-0.001	0.0001
Si	2.8115	5.4804	6.184	-0.0009	-0.0004	-0.0001
Si	8.1709	5.4821	6.0508	-0.0002	0.0002	0.0013
Si	0.0107	8.19	6.1611	0.0001	-0.0009	0.001
Si	5.5273	8.2239	6.2405	0.0016	-0.0005	0.0015
Si	3.8348	1.5762	7.6131	-0.0018	-0.0022	-0.0068
Si	9.8328	1.1455	7.4578	0.0028	0.0024	-0.0027
Si	1.6262	3.8029	7.3167	-0.0013	-0.0027	-0.0039
Si	6.6461	4.4197	7.4901	0.0014	0.0036	-0.0024
Si	4.4007	6.6374	7.5534	0.001	0.0007	-0.0014
Si	9.365	6.951	7.4136	0.0002	-0.0011	-0.0015
Si	1.1369	9.9225	7.3041	-0.0007	0.0017	-0.0032
Si	7.1583	9.2297	7.681	-0.0009	0	-0.0039
O	8.3147	8.0938	7.9269	-0.0037	-0.0031	0.0011
O	2.7153	2.7413	7.9588	-0.0009	-0.0026	0.0037
O	9.567	1.4033	24.2821	-0.0032	0.0035	0.0317
O	4.0116	6.8287	24.1705	-0.0081	-0.0125	-0.0164
O	0.0229	0.0311	7.963	0.0016	0.0009	0.0028
O	5.519	5.5124	8.0429	0.0028	0.0013	0.0011
O	6.8619	9.5461	24.2605	0.0032	0.0076	0.0075
O	3.8556	7.3953	8.9412	-0.0002	-0.0001	0.001
O	0.8126	4.3755	8.6127	0	0.0017	0.0024
O	9.8116	6.1733	8.8081	0.0003	-0.0001	0.0012
O	2.102	9.3929	8.521	-0.0001	0.0004	0.0018
O	7.4995	3.93	8.8179	-0.0007	-0.0003	0.001
O	4.2614	0.9353	9.0879	0.0004	0.0002	0.0031
O	6.7314	9.5552	9.2398	0.0002	-0.0002	0.0029
O	9.2019	1.8615	8.8054	-0.0012	0.0002	0.0024
O	7.7121	3.1592	23.5141	0.0031	0.0024	-0.0024
O	10.3932	5.9017	23.768	-0.0052	-0.0013	0.0032
O	5.2274	0.3764	23.3465	-0.008	0.0106	-0.0152
O	5.8885	5.1391	23.3563	0.0042	-0.0134	-0.0012
O	3.215	2.0253	23.5831	0.0119	-0.0136	-0.0116
O	2.3165	8.732	23.2493	-0.0153	0.0042	-0.0011
O	8.589	7.7796	23.3994	0.0096	-0.007	-0.0158
O	0.2126	10.3357	23.5749	-0.0087	0.0124	0.0006
Si	4.4369	1.536	22.5454	0.0168	-0.0066	0.0033
Si	3.4844	7.9377	14.0564	0.0002	-0.0002	-0.0013
Si	7.1178	0.9666	14.6899	-0.0003	0.0002	-0.0009
Si	0.9481	9.3276	22.5533	0.0099	-0.0072	-0.002
Si	1.171	4.3115	11.8994	-0.0001	0.0005	-0.0019
Si	6.253	8.9758	15.3597	0.0001	0.0002	0.0002
Si	0.6712	1.3681	12.3158	0.0003	0.0002	-0.0012
Si	8.6498	4.908	20.5728	0.0018	-0.006	-0.0037
Si	0.3244	5.713	9.3707	0.0006	-0.0009	-0.0024
Si	5.1019	3.1217	17.9771	0.0004	0.0001	-0.0012
Si	0.8727	3.7426	16.7697	-0.0003	0	-0.0006
Si	10.4003	2.8039	19.2509	0.0007	-0.0009	-0.0006
Si	5.2746	1.1866	10.3661	-0.0004	0	-0.0019
Si	0.8883	0.1493	19.8691	-0.0015	0.0013	-0.004
Si	6.6408	9.4601	10.8774	0.0003	0.0008	-0.0024
Si	9.33	9.6799	18.3404	0	0.0007	0.0002
Si	9.3837	9.2448	12.5927	0.0002	0.0004	-0.0018
Si	6.5646	3.8637	22.6072	-0.0042	0.0064	-0.0013
Si	2.4352	8.0745	9.3923	-0.0003	-0.0008	-0.002
Si	10.606	7.3772	17.1065	-0.0004	0.0002	-0.0004
Si	2.5184	6.2992	16.6089	-0.0001	0.0001	-0.0004
Si	10.1627	4.4925	14.2083	0.0007	0.0002	-0.001
Si	6.1277	9.2003	18.5581	0.0008	0.0002	0.0003
Si	7.9633	2.5749	9.5892	0.0007	-0.0011	-0.0016
Si	8.8708	2.1452	12.4668	-0.0001	0.0004	-0.0013
Si	5.3529	6.2509	18.1051	0.0003	0.0007	-0.0009
Si	3.9194	0.5746	19.5336	-0.0008	-0.001	-0.0066
Si	4.272	3.8399	12.0781	-0.0006	-0.0003	-0.0015
Si	5.5371	6.6078	12.1628	-0.0002	0.0001	-0.0016
Si	8.0159	2.4929	17.2559	0.0002	0.0003	-0.0006
Si	4.3544	2.4823	14.9962	0.0003	-0.0001	-0.001
Si	1.5377	1.2141	15.2762	-0.0002	0	-0.0007
Si	1.564	9.4108	12.0617	0.0001	0	-0.002
Si	8.0366	6.8568	13.9084	0.0002	0.0002	-0.0012
Si	10.3761	9.839	15.5062	-0.0003	0.0004	-0.0003
Si	9.8095	6.9917	22.6768	-0.0109	0.0272	-0.002
Si	8.1509	5.498	17.484	0.0002	0.0002	-0.002
O	6.0423	7.9591	11.3086	0	0.0001	0.0017
O	5.9919	9.225	16.9393	0	0.0001	0.0004
O	7.6737	1.3614	13.2146	0.0002	0.0004	0.0011
O	0.8919	1.7489	13.8862	-0.0002	-0.0001	0.0011
O	9.4642	6.2456	16.9079	0	0.0001	0.0013
O	6.7472	6.2137	13.1726	0.0003	-0.0001	0.0017
O	5.1494	4.6615	18.6402	0.0001	0	0.002
O	9.2277	2.1076	18.303	-0.0002	0.0001	0.0011
O	2.3801	0.0918	19.1205	0.0011	-0.0005	0.0008
O	9.396	10.2291	16.7797	0.0004	-0.0001	0.0002
O	2.7814	4.4335	11.7429	0.0003	0	0.0016
O	5.0733	10.3435	19.184	0.0002	0.0003	0.0018
O	9.4104	3.2459	13.5095	-0.0003	0	0.0012
O	0.4704	1.7409	19.988	-0.0004	0.0014	0.0019
O	3.1529	1.3576	15.0826	0.0003	0.0002	0.0017
O	8.2525	5.4447	19.1013	-0.0004	0.0012	0.0019
O	3.9147	6.5884	17.405	-0.0002	-0.0001	0.0015
O	4.5586	3.2749	16.4263	0	-0.0002	0.0006
O	9.0446	5.665	14.3499	0	-0.0002	0.0015
O	5.3939	2.8016	22.2071	-0.0005	0.0023	0.0051
O	10.6676	4.1333	15.7	-0.0001	0.0001	0.0008
O	0.3201	3.8447	18.3057	0.0005	0.0006	0.0008
O	10.4277	10.5147	19.221	-0.0008	-0.0007	0.0003
O	9.639	10.029	14.0491	-0.0003	-0.0002	0.0009
O	10.9443	8.0415	22.1838	0.0022	0	0.0036
O	1.1997	2.1636	16.5512	0.0002	-0.0002	0.0012
O	9.7174	3.6784	20.4497	-0.0005	0.0015	0.0034
O	8.1572	4.037	16.7786	-0.0002	0.0001	0.0011
O	-0.0487	9.0968	11.9293	0	-0.0001	0.0019
O	6.5793	2.4003	18.0286	-0.0001	0.0003	0.001
O	5.5775	10.7177	11.2089	0.0002	-0.0004	0.0016
O	7.7445	9.5991	18.8697	-0.0005	0.0001	0.0013
O	10.0221	1.0247	12.0829	-0.0002	-0.0001	0.0017
O	1.3104	6.9594	9.0796	0.0002	0.0006	0.0014
O	0.6058	4.774	13.3657	-0.0001	0.0001	0.0017
O	5.6921	7.6373	19.0214	-0.0002	-0.0005	0.0008
O	5.23	5.0892	11.5511	0.0002	0.0002	0.002
O	2.7139	6.9892	15.1451	0.0001	0.0005	0.0012
O	0.9031	2.7456	11.4869	-0.0001	-0.0002	0.0015
O	0.8539	10.6904	15.5733	0.0001	0.0002	0.0014
O	2.3996	8.5851	10.9312	-0.0001	0.0007	0.0019
O	4.6942	2.4328	11.2988	0.0002	0.0005	0.0013
O	4.2476	3.5131	13.7109	0.0002	0.0003	0.0013
O	2.1828	4.6945	16.5267	0.0002	0	0.0014
O	10.7103	8.2545	15.7241	0.0003	0.0001	0.0012
O	6.9241	10.2995	14.713	0.0001	0.0001	0.0014
O	2.3344	8.9557	13.4476	0.0001	0	0.0016
O	8.039	1.5434	15.9233	-0.0001	-0.0004	0.0008
O	4.1232	7.0067	12.8814	0	0	0.0017
O	4.1828	2.0242	18.7881	0.0004	0.0004	0.0017
O	7.2676	4.3934	21.2488	-0.0035	-0.0034	0.0057
O	8.406	2.9241	11.1166	0.0002	0.0002	0.0019
O	1.2013	6.8943	17.3998	0.0006	-0.0001	0.0015
O	5.6559	1.5882	14.7925	-0.0001	0.0003	0.0017
O	8.1253	9.7514	11.6088	0	-0.0002	0.0016
O	9.3041	6.1399	21.4047	-0.0007	-0.0066	-0.0067
O	8.9489	7.7189	12.8989	0.0001	0.0001	0.0017
O	1.6426	0.1181	11.8989	0	0	0.0023
O	6.6863	6.1628	17.1396	0.0001	-0.0001	0.0015
O	7.38	7.8064	15.0844	0.0002	-0.0002	0.001
O	1.1966	10.2235	21.2212	0.0005	0	0.0014
O	10.0209	8.201	18.3791	0.0004	-0.0004	0.0012
O	3.8889	0.9014	21.1534	-0.0045	0	-0.0033
O	0.3354	5.3333	10.9402	-0.0001	0	0.002
O	6.6918	1.5744	9.6579	0.0001	0.0002	0.0016
O	4.7678	8.7176	14.7153	-0.0002	0.0001	0.0016

Results
free energy: -134205.686 eV
free energy less fixed offsets of B -154.04, O -568.88, Si -635.61 eV per atom: -2.376 eV

The program warned: the cutoff lies below the one the program advises for these potential files; the exchange-correlation potential is rough where the density is thin.
